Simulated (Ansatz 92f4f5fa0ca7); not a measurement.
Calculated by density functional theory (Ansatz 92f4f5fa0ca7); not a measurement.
Periodic cell of 237 atoms, Si146O90P1, from a study of silicon, its oxide and their interface. The atomic structure is a simulated model.
Doubt: the cutoff is far below the 930 eV that the study's wrapper takes by default for these files, so forces and energies are approximate.
This geometry differs little from another in the collection (a relaxation step or a small displacement).

Settings
functional: PBE
potential files: Ansatz PAW
basis: plane waves
wave-function cutoff: 580 eV
density cutoff ratio: 5
exchange-correlation grid ratio: 1
k mesh: 1 x 1 x 1, Gamma-centred
self-consistency stop: 5e-08 eV per atom in the density residual
occupations: fixed
spin: none
net charge: +1 e, with a uniform compensating background and no finite-size correction

Cell vectors (angstrom)
a 11.6015 0 0
b 0 10.938 0
c 0 0 32.0622

Atoms and the computed forces on them: element, x, y, z (angstrom), force x, y, z (eV/angstrom)
Si -0.197 -0.0644 23.2722 0.003 -0.0005 0.0098
Si 3.6679 0.2059 23.0996 -0.0068 0.0027 0.0146
Si 7.5519 -0.1377 23.447 -0.0002 0.0011 0.0075
Si 1.6838 1.3743 23.4197 0.0112 0.0008 0.0131
Si 5.7346 1.401 23.1889 0.0012 0.002 0.0186
Si 9.4412 1.2257 23.3589 -0.0033 0.0022 0.0118
Si 0.1598 5.3121 23.4625 -0.0013 0.015 0.0142
Si 4.1246 5.2928 23.3963 -0.0154 0.0049 0.0256
Si 8.0363 5.6078 23.55 -0.0027 0.0119 0.0205
Si 2.1595 6.5787 23.3693 0.0052 -0.0145 0.0091
Si 5.9696 6.7647 23.4806 0.0055 -0.0115 0.0079
Si 10.012 6.869 23.6066 -0.0096 -0.0092 0.0182
Si 1.9021 2.6645 25.3897 -0.006 -0.0112 0.0023
Si 5.8335 2.6558 25.2598 -0.002 -0.0199 0.0026
Si 9.6291 2.6845 25.2635 0.0023 -0.0063 -0.0063
Si 11.5952 4.0029 25.3909 0.003 0.0072 -0.0102
Si 3.893 3.9681 25.3283 0.0048 0.0079 -0.0151
Si 7.7443 4.0915 25.352 0.0009 0.0026 -0.0201
Si 1.9731 8.1532 25.1896 -0.0052 -0.0094 -0.009
Si 5.7748 8.1706 25.3653 0.003 -0.0095 -0.0116
Si 9.709 8.2662 25.4443 0.0061 -0.0081 -0.0215
Si 11.637 9.5604 25.264 0.003 0.0098 0.0027
Si 3.8659 9.5888 25.068 0.0007 0.0092 0.0004
Si 7.69 9.5214 25.4134 -0.0043 0.0062 -0.0034
Si 11.6482 -0.0153 27.2109 0.0057 0.0012 0.0047
Si 3.9026 -0.0516 27.1151 -0.0036 -0.0045 0.0077
Si 7.7618 -0.0192 27.2944 -0.004 0.0041 0.0019
Si 1.9835 1.3106 27.2892 -0.0026 -0.0002 -0.0065
Si 5.8318 1.3201 27.2122 0.0032 0.0113 0.0002
Si 9.6965 1.3314 27.2092 -0.0019 -0.0038 0.0021
Si 11.5892 5.4736 27.2372 0.0012 -0.0068 -0.0012
Si 3.847 5.4226 27.2158 -0.0024 -0.0046 0.0028
Si 7.7138 5.4651 27.2703 -0.0021 -0.0005 0.0035
Si 1.9366 6.8228 27.1697 0.0006 0.006 0.0001
Si 5.7607 6.7979 27.2723 -0.0086 0.0058 0.0017
Si 9.6532 6.8195 27.2986 0.0082 -0.0024 -0.0002
Si 1.9401 2.726 29.1865 0.0104 0.0026 0.0041
Si 5.7967 2.7298 29.1396 -0.0008 -0.0121 -0.004
Si 9.6813 2.7303 29.1407 0.0085 0.0048 -0.008
Si 0.011 4.106 29.1657 -0.0052 -0.0005 0.008
Si 3.8633 4.0917 29.1709 -0.0124 -0.0062 -0.0021
Si 7.7367 4.0875 29.1828 -0.0017 -0.0057 0.0076
Si 1.9429 8.1841 29.1206 -0.0052 0.0018 -0.005
Si 5.7952 8.1838 29.1822 -0.0118 -0.0029 0.0165
Si 9.669 8.1881 29.2215 -0.0021 0.0046 0.0171
Si 0.0057 9.5509 29.1533 0.0019 -0.0094 -0.0152
Si 3.8728 9.5554 29.1006 0.0144 -0.0104 -0.0255
Si 7.7346 9.542 29.2041 0.001 -0.0022 0.0022
Si 0.0005 -0.0023 31.0888 0 0.018 0.0068
Si 3.853 0.004 31.0477 -0.0006 0.0179 0.0125
Si 7.736 0.0088 31.1045 -0.0022 0.0062 0.0077
Si 1.9251 1.3729 31.1164 0.0013 -0.0085 -0.0109
Si 5.7942 1.3529 31.0725 0.0025 -0.0063 -0.0058
Si 9.6717 1.3684 31.0839 -0.0063 -0.0137 0.0037
Si 0.0085 5.4805 31.1014 0.0004 0.0079 -0.0054
Si 3.8765 5.4669 31.1021 0.0034 0.0073 0.0029
Si 7.7326 5.4574 31.1219 -0.0032 0.002 0.0122
Si 1.9476 6.8463 31.0803 -0.0038 -0.0104 0.004
Si 5.804 6.828 31.1119 0.0008 0.0053 -0.004
Si 9.6663 6.8329 31.1576 0.0057 -0.0076 -0.0045
Si 1.9242 2.7543 0.9838 0.0122 0.013 0.0031
Si 5.796 2.746 0.9368 0.0021 -0.0168 0.0225
Si 9.6724 2.7377 0.9627 -0.0041 0.0153 -0.0013
Si -0.0118 4.1225 0.9666 -0.0124 -0.0135 0.0025
Si 3.8578 4.1171 0.9961 -0.009 -0.0137 0.0006
Si 7.7459 4.1089 1.0126 0.0094 -0.0065 0.005
Si 1.931 8.2261 0.9568 0.0058 0.0196 -0.0108
Si 5.7945 8.2196 0.9629 0.0039 0.0061 0.0016
Si 9.6614 8.2341 1.0218 -0.007 0.0205 0.0041
Si -0.0036 9.5989 0.9834 -0.0047 -0.0177 -0.0059
Si 3.8727 9.5985 0.9419 0.0028 0.0026 0.0191
Si 7.7176 9.5924 0.977 -0.0012 -0.0032 0.0015
Si 11.6091 0.0312 2.9239 -0.0024 0.0338 -0.0025
Si 3.8579 0.0289 2.9085 0.0171 -0.0139 -0.0179
Si 7.7305 0.0321 2.9085 -0.0207 -0.001 -0.0142
Si 1.9361 1.4286 2.9324 -0.0178 -0.0101 0.0028
P 5.8079 1.3726 2.8391 0.0053 0.0174 -0.042
Si 9.6561 1.4115 2.923 0.0229 -0.0102 -0.0025
Si 11.5628 5.5137 2.8777 -0.0052 0.017 0.0034
Si 3.8731 5.5072 2.9187 0.0168 0.0197 0.0054
Si 7.7333 5.5222 2.9265 -0.0072 0.0148 -0.003
Si 1.9106 6.8363 2.8666 -0.0038 -0.0236 0.0026
Si 5.8061 6.8707 2.8921 0.004 -0.0114 0.0082
Si 9.6554 6.9127 2.9818 0.0005 -0.0175 0.0039
Si 1.9058 2.838 4.8358 -0.0165 -0.0003 0.0066
Si 5.8243 2.7018 4.7405 0.0392 -0.0336 0.0369
Si 9.6004 2.8012 4.8428 -0.0094 -0.0067 0.0075
Si 11.5383 4.1462 4.7873 0.0047 0.0009 -0.0011
Si 3.9131 4.0909 4.8149 -0.019 0.0218 -0.0044
Si 7.7165 4.1982 4.8759 -0.0222 0.0069 -0.0062
Si 1.8889 8.1711 4.7981 0.0018 0.0066 0.0066
Si 5.8099 8.2582 4.7998 0.0057 0.0078 -0.021
Si 9.654 8.3454 4.9105 -0.0081 0.009 -0.002
Si 11.6299 9.6713 4.8949 0.004 -0.0138 0.0061
Si 3.8349 9.5014 4.8005 -0.0031 -0.0027 0.0159
Si 7.7005 9.7027 4.9085 0.0055 -0.0152 0.0219
Si 11.5887 0.2375 6.7913 -0.0183 0.0412 -0.0087
Si 3.733 -0.0559 6.6789 0.0192 0.0247 -0.0267
Si 7.7195 0.0689 6.9428 -0.0335 0.0055 -0.0259
Si 2.0374 1.5135 6.773 0.0168 -0.0402 -0.0204
Si 5.7026 1.2467 6.634 0.0065 -0.0028 -0.0543
Si 9.6447 1.5384 6.8492 0.0331 -0.029 -0.0344
Si 11.5238 5.5128 6.7029 -0.01 0.0476 -0.0116
Si 3.9906 5.4263 6.7879 -0.0286 0.0293 -0.0137
Si 7.7326 5.6627 6.8359 -0.0142 0.03 -0.0295
Si 1.9839 6.6499 6.6432 0.0184 -0.0327 -0.0122
Si 5.8137 6.9747 6.7566 0.0177 -0.0203 -0.0124
Si 9.7444 7.0537 6.9135 0.0186 -0.0435 -0.0193
O 9.9907 7.9697 8.3022 0.0086 0.0417 0.0187
O 7.6684 9.9318 8.23 -0.0078 -0.0259 0.0168
O 7.4031 4.733 8.1701 0.0051 -0.0238 0.0385
O 3.3465 10.3434 8.2172 -0.0059 -0.0275 0.032
O 2.0851 7.5228 8.0326 0.0023 0.0171 0.0212
O 3.9854 4.6042 8.2532 0.0065 -0.0321 0.0028
O 9.7851 2.475 8.2208 0.0075 0.0445 0.0206
O 2.6159 2.3468 8.1215 0.0194 0.0246 0.0112
O 11.3882 4.6032 8.0795 -0.0138 -0.0377 0.0153
O 5.3507 2.4402 7.7257 -0.0442 0.0371 0.0291
O 5.8239 7.9783 8.0876 0.0133 0.035 0.0276
O 11.2961 10.3168 8.1599 -0.0158 -0.0375 0.0127
O 11.2783 10.0855 21.7988 -0.0039 -0.0218 0.0045
O 3.2223 10.7226 21.5275 0.0074 -0.0134 -0.0107
O 5.7803 7.7607 22.1608 0.009 0.0331 -0.0062
O 4.2215 4.4453 21.9511 0.018 -0.0211 -0.0077
O 7.6802 9.6787 22.1971 -0.008 -0.0172 0.0047
O 10.3262 7.6736 22.1932 0.0083 0.0294 -0.0085
O 1.6114 2.4047 22.1233 -0.0117 0.0174 -0.0011
O 5.9465 2.4371 21.8887 -0.0016 0.0246 -0.0066
O 8.4469 4.6996 22.2213 -0.0004 -0.0132 -0.0107
O -0.0759 4.4517 22.0438 0.0048 -0.0267 -0.0008
O 2.3418 7.3603 21.9278 -0.0016 0.0113 -0.0207
O 9.1243 1.8787 21.8671 0.0005 0.0135 -0.0144
Si 1.9302 7.7672 9.6158 -0.0001 0.0184 0.0129
Si 5.041 0.5797 17.6888 -0.0038 -0.0018 -0.0177
Si 2.4894 5.4164 14.0269 -0.0079 -0.0017 0.0302
Si 10.5621 3.8568 14.052 0.0029 0.0049 0.0229
Si 8.2788 2.3852 15.2613 -0.002 -0.0058 0.0154
Si 9.5481 2.2443 20.3391 0.0041 0.0026 -0.018
Si 10.5138 3.6712 9.0892 0.0005 0.0039 -0.0085
Si 0.0363 2.3136 11.5685 -0.0046 0.0004 0.0386
Si 11.025 8.1272 15.3969 -0.005 -0.0015 0.0114
Si 5.1604 6.935 14.0004 0.0053 -0.0002 0.0263
Si 5.7657 2.6056 11.1146 -0.0034 0.0139 0.0407
Si 8.5794 7.6703 19.3919 0.0013 -0.0036 -0.0265
Si 8.1196 4.8467 20.6337 0.0004 -0.0024 -0.024
Si 5.9209 9.5853 15.2067 -0.0005 0.0026 0.0164
Si 2.114 7.6329 20.3412 -0.008 0.0101 -0.0121
Si 1.9263 4.8886 18.7899 0.0017 -0.0033 -0.0158
Si 4.4978 3.4405 18.0152 -0.0063 0.0022 -0.0123
Si 8.5086 8.9237 16.818 -0.0017 -0.0023 -0.0058
Si 0.8334 9.4788 13.3052 0.0012 0.0045 0.0329
Si 9.9154 10.6525 11.7308 -0.0004 -0.0023 0.0439
Si 5.3529 3.7044 21.0175 -0.0057 -0.0002 -0.0033
Si 0.5848 5.5135 16.2655 0 -0.0019 0.0073
Si 10.7834 9.1429 9.1565 0.0049 -0.0144 -0.0073
Si 6.5648 8.8936 21.2889 -0.0044 -0.0083 -0.0099
Si 7.1105 7.109 11.4983 0.0073 0.0002 0.0345
Si 2.6742 0.7342 12.2246 0.0043 -0.0075 0.0366
Si 10.8914 8.6793 21.0439 0.0063 0.0025 -0.01
Si 6.0405 4.3276 15.6328 -0.0037 0.0009 0.0116
Si 7.0885 0.4843 12.9825 0.0002 -0.0002 0.0371
Si 4.064 2.9929 8.5795 0.0119 0.0072 -0.0176
Si 0.8773 6.7395 11.9038 0.0046 0.0008 0.0381
Si 6.5701 9.0474 9.0869 -0.0072 0.0093 -0.0076
Si 0.6651 3.2909 21.1462 -0.0016 0.0051 -0.013
Si 9.8023 6.5045 12.8912 -0.0076 0.001 0.0379
Si 7.7178 4.5432 9.7615 0.0034 -0.0062 0.0183
Si 3.9841 10.0739 20.2189 -0.0046 -0.004 -0.0102
Si 4.261 3.0405 13.5227 0.0033 -0.0026 0.0311
Si 3.8493 10.0091 9.7478 0.0014 -0.004 0.012
Si 8.0588 0.7772 18.0334 0.0061 0.0022 -0.0188
O 11.5101 3.2223 12.8998 -0.0056 0.0041 -0.0095
O 9.3436 4.4938 9.8869 -0.006 0.0046 -0.014
O 8.8048 3.6065 19.8601 0.0004 -0.0039 0.0186
O 4.0411 -0.0625 18.8104 0.0043 0.0087 0.0047
O 11.3281 4.528 15.3118 -0.0031 -0.0036 -0.0054
O 9.8629 9.7787 10.3388 -0.007 0.0135 0.0034
O 3.7699 1.5329 13.1349 0.0023 0.0079 -0.0168
O 0.6588 9.0472 14.8664 0.0038 -0.0011 -0.0053
O 6.4777 0.973 18.3846 -0.0011 -0.0019 0.0151
O 4.765 3.1657 19.608 -0.0079 -0.0054 -0.0073
O 6.2593 1.1746 11.7431 0.0036 -0.008 -0.027
O 0.5564 8.6183 9.8398 0.0114 -0.0016 -0.0237
O 5.6429 4.3162 17.2256 0.0053 0.0023 0.0033
O 8.4436 7.196 12.3954 0.0061 -0.0004 -0.0202
O 4.4437 2.6031 10.1154 0.0161 -0.0063 0.0029
O 2.0723 5.6362 15.5841 0.0034 -0.0027 -0.0087
O 3.3786 0.0623 10.9227 -0.0106 0.0145 -0.0041
O 5.8829 7.2214 12.5564 -0.0087 -0.0017 -0.0172
O 2.3053 6.3533 19.3746 -0.0007 -0.0127 0.0114
O 0.6503 4.9302 17.7806 -0.006 0.0024 0.0032
O 8.4197 10.6895 12.3746 -0.0055 0.0033 -0.0217
O 5.4685 10.0858 9.6731 -0.0085 0.0049 -0.0163
O 0.5971 8.1919 20.2083 0.0049 -0.0059 0.0154
O 9.7673 2.5984 14.6822 -0.0016 0.0001 -0.013
O 2.0054 10.5894 13.2292 -0.0046 -0.003 -0.0146
O 9.9478 9.1014 16.1 0.0051 -0.0005 0.0008
O 6.1491 10.3483 13.7754 0.0025 -0.0012 -0.0158
O 7.4603 1.5961 14.1046 0.0002 0.004 -0.0103
O 1.6484 3.9234 20.0476 0.0122 0.0125 0.0026
O 5.9082 5.7949 14.9207 -0.0024 -0.0013 -0.0083
O 7.3412 8.9405 15.6964 -0.0027 0.0028 -0.0031
O 1.5129 1.6669 11.5992 0.0021 -0.0013 -0.0271
O 7.1874 8.296 10.3791 0.0039 -0.0149 -0.0031
O 4.3281 1.9878 17.28 0.001 -0.0012 0.0067
O 7.0511 3.1612 10.2854 -0.0054 -0.006 -0.0215
O 11.5426 6.9986 16.4366 0.0004 0.0008 0.0009
O 8.2902 10.138 17.8428 0.0005 -0.0037 0.0123
O 3.2765 8.5296 10.1128 -0.0012 -0.008 -0.0204
O 7.5881 3.8392 15.5171 -0.0015 -0.0016 -0.004
O 3.1396 4.3008 17.9031 0.0045 -0.0044 0.0093
O 2.8994 3.8901 13.6891 0.0022 0.0046 -0.0193
O 1.3325 8.2094 12.4293 -0.0041 0.0057 -0.0218
O 1.2017 5.6847 13.08 0.0052 -0.0054 -0.0176
O 4.9723 8.3052 14.8683 -0.0032 -0.0005 -0.0082
O 11.1702 2.3928 20.3394 -0.0049 -0.0054 0.0147
O 10.9843 9.9996 12.7666 0.0092 -0.0022 -0.0159
O 5.2783 3.572 12.3429 -0.0017 0.0006 -0.0168
O 5.0901 3.2049 14.9071 -0.0023 0 -0.0075
O 6.488 4.8035 20.5728 0.0004 0.0006 0.0155
O 8.3985 1.5619 16.6531 0.0009 0.0084 -0.0057
O 10.4141 1.2389 11.4426 0.0027 -0.0015 -0.0288
O 10.8741 6.611 11.655 -0.0002 0.0012 -0.0198
O 3.253 8.6777 19.8554 0.0026 0.0011 0.016
O 1.7208 6.4281 10.531 -0.0013 -0.0124 -0.0139
O 7.1611 8.2045 19.9644 0.0059 -0.0038 0.0091
O 8.5029 7.5832 17.7614 -0.0026 0.0021 -0.003
O 3.6729 6.4294 13.6168 0.0005 -0.0004 -0.0157
O 9.569 4.9563 13.3484 0.0026 -0.0016 -0.0184
O 5.5118 9.9937 20.7653 -0.0117 0.0032 0.0138
O 10.3317 7.3682 14.145 0.0017 -0.0011 -0.0137
O 8.7791 6.1694 19.9773 0.0014 0.0094 0.016
O 7.0609 5.718 10.6567 -0.0046 0.0105 -0.0166
O 5.2682 10.5457 16.3759 0.0044 -0.0067 -0.0039
O 9.0546 1.1475 19.2595 -0.0084 -0.0088 0.0073
O 11.5818 3.1725 10.1882 0.0131 -0.0096 -0.003
O 9.7374 8.7095 19.8973 -0.0142 -0.0051 0.0072

Results
free energy: -144757.720 eV
free energy less fixed offsets of O -568.88, P -755.39, Si -635.61 eV per atom: -4.070 eV

The program warned: the cutoff lies below the one the program advises for these potential files; the forces do not sum to zero within the program's tolerance; the exchange-correlation potential is rough where the density is thin.
